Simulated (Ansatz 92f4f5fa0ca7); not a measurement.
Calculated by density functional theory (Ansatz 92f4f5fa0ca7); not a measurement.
Periodic cell of 223 atoms, Si133O90, from a study of silicon, its oxide and their interface. The atomic structure is a simulated model.

Settings: functional r2SCAN; potential files Ansatz PAW; basis plane waves; wave-function cutoff 800 eV; density cutoff ratio 5; exchange-correlation grid ratio 1; k mesh 1 x 1 x 1, Gamma-centred; self-consistency stop 5e-08 eV per atom in the density residual; occupations fixed; spin none; net charge 0.

Cell vectors (angstrom)
a 10.938 0 0
b 0 10.938 0
c 0 0 32.1988

Atoms and the computed forces on them: element, x, y, z (angstrom), force x, y, z (eV/angstrom)
Si 10.6046 0.2294 24.8527 -0.081 0.0374 -0.5039
Si 5.7337 10.6795 24.7323 0.0714 -0.0625 -0.4371
Si 2.4899 2.9171 24.6449 -0.1074 0.0808 -0.4174
Si 8.43 2.4784 24.8126 0.0684 -0.0672 -0.4263
Si 0.2795 5.1733 24.7542 0.0387 -0.0728 -0.4483
Si 5.1583 5.7471 24.6925 -0.0496 0.0761 -0.4443
Si 2.9356 8.0096 24.5977 0.1037 -0.0761 -0.3946
Si 7.9427 8.4287 24.7288 -0.0783 0.0855 -0.4324
Si 1.3469 1.375 26.0363 -0.0221 0.0124 -0.0074
Si 6.8332 1.3316 26.0914 0.025 -0.0099 -0.0389
Si 4.0536 4.1055 25.9951 0.0032 0.016 -0.027
Si 9.6011 4.0773 26.0783 0.023 -0.025 -0.0289
Si 1.3986 6.8343 26.002 0.0015 -0.0234 -0.0356
Si 6.7777 6.845 26.0279 -0.0097 0.0213 -0.0181
Si 4.0977 9.5447 25.9971 0.0227 -0.0102 -0.0231
Si 9.4919 9.5586 26.1203 0.0024 0.0276 -0.0306
Si 2.7374 -0.0051 27.3756 -0.0038 0.0011 -0.0008
Si 8.1813 0.0011 27.4824 -0.0091 -0.0104 0.0144
Si 0.0149 2.7264 27.4518 -0.0033 0.0024 0.0053
Si 5.4491 2.7502 27.3849 0.0008 -0.0023 -0.0015
Si 2.7335 5.4734 27.4179 0.0003 0.0013 -0.0005
Si 8.193 5.4771 27.3831 -0.0023 -0.0006 -0.0005
Si 0.0063 8.1896 27.3911 -0.0117 0.0063 0.0013
Si 5.4511 8.2109 27.4263 -0.0037 -0.0046 -0.0023
Si 4.1018 1.3673 28.7805 -0.0603 0.0003 -0.2489
Si 9.5708 1.3673 28.7805 0.0806 -0.0025 0.3567
Si 1.3673 4.1018 28.7805 0.0475 0.1133 0.2106
Si 6.8362 4.1018 28.7805 -0.033 0.041 -0.2396
Si 4.1018 6.8362 28.7805 0.0057 -0.0411 0.1377
Si 9.5708 6.8362 28.7805 -0.0187 -0.0548 -0.1925
Si 1.3673 9.5708 28.7805 0.0447 -0.0098 -0.253
Si 6.8362 9.5708 28.7805 -0.2746 -0.0965 0.4036
Si 0 0 30.1478 -0.0431 0.0144 -0.0072
Si 5.469 0 30.1478 0.0256 -0.0561 0.0097
Si 2.7345 2.7345 30.1478 -0.0092 0.0303 -0.0137
Si 8.2035 2.7345 30.1478 0.0291 -0.0239 -0.013
Si 0 5.469 30.1478 0.0091 -0.0502 -0.0096
Si 5.469 5.469 30.1478 -0.0134 0.0244 -0.0096
Si 2.7345 8.2035 30.1478 -0.0124 -0.0356 -0.0133
Si 8.2035 8.2035 30.1478 -0.0232 0.0091 -0.0145
Si 1.3673 1.3673 31.515 0.0056 -0.0125 -0.0131
Si 6.8362 1.3673 31.515 -0.0052 0.0213 -0.0177
Si 4.1018 4.1018 31.515 0.0174 -0.025 -0.0038
Si 9.5708 4.1018 31.515 -0.0153 0.0322 -0.0181
Si 1.3673 6.8362 31.515 -0.0232 0.0233 -0.0268
Si 6.8362 6.8362 31.515 0.0255 -0.0212 -0.007
Si 4.1018 9.5708 31.515 -0.0357 0.0265 -0.0165
Si 9.5708 9.5708 31.515 0.0195 -0.0059 -0.0051
Si 2.7345 0 0.6835 0.0043 -0.0154 0.0272
Si 8.2035 0 0.6835 -0.0185 0.0126 -0.0019
Si 0 2.7345 0.6835 -0.0072 -0.0011 0.0237
Si 5.469 2.7345 0.6835 0.0166 -0.0124 0.0216
Si 2.7345 5.469 0.6835 -0.0599 0.038 -0.0128
Si 8.2035 5.469 0.6835 0.0347 -0.0401 0.0253
Si 0 8.2035 0.6835 0.0355 -0.0422 0.0132
Si 5.469 8.2035 0.6835 0.0076 0.0121 0.0217
Si 4.1018 1.3673 2.0507 -0.0074 0.0498 0.0224
Si 9.5708 1.3673 2.0507 -0.0344 -0.0592 0.0087
Si 1.3673 4.1018 2.0507 0.1024 0.0513 -0.0147
Si 6.8362 4.1018 2.0507 -0.0205 0.0301 0.0242
Si 4.1018 6.8362 2.0507 -0.0402 -0.0656 0
Si 9.5708 6.8362 2.0507 -0.0017 0.0452 0.027
Si 1.3673 9.5708 2.0507 -0.0814 0.0018 0.0156
Si 6.8362 9.5708 2.0507 0.0866 0.0235 -0.0002
Si 0 0 3.418 -0.165 -0.2735 -0.2024
Si 5.469 0 3.418 0.1209 0.0386 0.3311
Si 2.7345 2.7345 3.418 0.2244 0.3351 -0.3455
Si 8.2035 2.7345 3.418 -0.1573 -0.2497 0.1983
Si 0 5.469 3.418 0.1289 0.031 0.0974
Si 5.469 5.469 3.418 -0.0447 -0.0583 -0.0734
Si 2.7345 8.2035 3.418 0.1459 0.0143 0.2063
Si 8.2035 8.2035 3.418 -0.0174 0.1489 -0.2451
Si 1.3752 1.3753 4.697 0.0145 0.0102 -0.0072
Si 6.838 1.3526 4.8623 0.0003 -0.0061 0.0039
Si 4.1405 4.0741 4.804 -0.007 0.0078 -0.0012
Si 9.5684 4.0919 4.766 -0.0073 -0.001 0.001
Si 1.3956 6.8254 4.805 0.003 0.0065 0.0001
Si 6.8114 6.8753 4.7512 0.0201 -0.0083 -0.001
Si 4.1217 9.5689 4.8189 -0.0055 0.0116 0.0028
Si 9.5563 9.5569 4.7961 -0.0103 -0.0155 -0.008
Si 2.7539 0.0884 6.0792 -0.0546 -0.0033 0.0186
Si 8.1896 -0.0526 6.2515 0.029 0.0048 0.0205
Si 0.0077 2.6851 6.0638 0.0331 -0.0061 0.0172
Si 5.4764 2.718 6.2789 0.003 0.0255 0.0256
Si 2.8044 5.4784 6.1713 -0.0084 -0.0271 0.0244
Si 8.1658 5.4756 6.055 -0.0095 0.0209 0.0387
Si 0.0091 8.1855 6.1543 -0.0066 0.0154 0.0179
Si 5.5147 8.227 6.2294 -0.0059 -0.032 0.0229
Si 3.8401 1.5698 7.6016 -0.1786 0.1077 0.4152
Si 9.8195 1.1412 7.4531 0.1019 -0.0604 0.4455
Si 1.6264 3.8032 7.3152 0.0247 -0.1112 0.5106
Si 6.6383 4.4101 7.484 -0.0191 0.1302 0.4336
Si 4.3934 6.6344 7.5406 0.145 -0.0697 0.431
Si 9.3608 6.9507 7.4074 -0.1733 0.0791 0.4587
Si 1.1318 9.9134 7.3049 0.0387 0.0944 0.4598
Si 7.1522 9.2326 7.6652 0.1737 -0.1914 0.419
O 8.3078 8.0948 7.9109 -0.045 0.004 -0.2168
O 2.716 2.7329 7.9413 0.0062 -0.0187 -0.2659
O 9.5307 1.3593 24.2775 0.0089 -0.0235 0.3242
O 4.0571 6.8681 24.1323 0.0017 -0.007 0.2887
O 0.0137 0.0268 7.947 0.0015 0.0141 -0.3187
O 5.5101 5.5062 8.0262 0.005 0.0164 -0.2838
O 6.8528 9.5687 24.2065 -0.0059 -0.0116 0.3001
O 1.374 4.0592 24.1794 0.0093 -0.0074 0.2987
O 3.85 7.3921 8.9275 -0.2846 -0.0178 -0.2298
O 0.8211 4.374 8.6162 0.085 0.2859 -0.1185
O 9.8088 6.1693 8.7989 0.3628 0.0794 -0.2373
O 2.0864 9.391 8.5309 -0.1762 -0.2992 -0.0583
O 7.4891 3.9228 8.813 -0.1117 -0.3038 -0.1358
O 4.2648 0.9277 9.0746 0.1914 0.2624 -0.0492
O 6.7271 9.5576 9.2233 0.0881 -0.0987 0.0328
O 9.1964 1.8545 8.8033 -0.2064 0.0102 -0.1351
O 7.733 3.1626 23.4948 -0.1686 0.0239 0.0775
O 10.5107 5.8467 23.4388 -0.0226 0.1771 0.0873
O 5.0863 0.4186 23.3854 -0.0156 0.1794 0.109
O 5.8585 5.0824 23.3607 0.0172 -0.2056 0.1461
O 3.1156 2.2126 23.2775 0.2175 0.0129 0.1551
O 2.2954 8.7162 23.227 -0.2327 -0.0113 0.1815
O 8.6094 7.7393 23.3867 0.1977 -0.0233 0.1373
O 0.2551 10.3743 23.5583 0.0356 -0.1015 0.0668
Si 4.3926 1.5678 22.4649 0.0003 -0.0372 -0.0138
Si 3.489 7.9247 14.0365 -0.0339 -0.0535 -0.022
Si 7.1147 0.9552 14.6658 -0.0674 -0.0339 -0.0905
Si 0.9511 9.3582 22.5142 -0.0262 0.0611 -0.0096
Si 1.1755 4.304 11.8842 0.0179 0.0679 -0.0408
Si 6.2658 8.9605 15.3203 0.0379 0.0808 0.0303
Si 0.6772 1.3624 12.3017 -0.041 0.0297 -0.0268
Si 8.627 4.9509 20.5091 -0.0466 0.0204 0.0055
Si 0.3193 5.7098 9.3698 -0.0245 -0.0336 0.0227
Si 5.1042 3.1236 17.9421 -0.0241 -0.0492 0.0068
Si 0.8825 3.7417 16.7524 -0.0435 -0.0112 0.0073
Si 10.4004 2.841 19.2324 0.0662 0.0511 0.0568
Si 5.2736 1.1786 10.3567 0.029 -0.0535 -0.0649
Si 0.89 0.1714 19.8379 0.021 0.0444 0.0341
Si 6.6417 9.457 10.8623 -0.0485 0.0695 -0.0575
Si 9.3377 9.6743 18.3232 0.0696 -0.0257 0.0162
Si 9.3891 9.2427 12.5691 0.0003 -0.1448 0.0153
Si 6.5755 3.8465 22.5795 0.022 0.0389 -0.0523
Si 2.4329 8.069 9.3911 -0.0044 0.0398 0.0068
Si 10.59 7.365 17.0772 -0.0212 -0.0738 -0.0002
Si 2.5116 6.2867 16.5841 0.0115 -0.0083 -0.0223
Si 10.1759 4.486 14.1931 -0.0351 -0.019 0.0961
Si 6.1391 9.1845 18.5169 -0.0167 -0.0014 -0.118
Si 7.9598 2.5713 9.5871 0.0129 0.03 0.0244
Si 8.879 2.1413 12.4552 -0.0608 -0.023 0.0243
Si 5.3399 6.2444 18.0693 -0.0154 0.0446 -0.1063
Si 3.9227 0.559 19.4633 -0.069 0.0499 0.0409
Si 4.2709 3.8377 12.0531 -0.042 0.0957 -0.0356
Si 5.5418 6.5989 12.1383 -0.0263 -0.098 0.0757
Si 8.0134 2.5021 17.2191 -0.0041 0.02 -0.0394
Si 4.3575 2.4797 14.9685 0.0854 -0.0643 0.0059
Si 1.5372 1.21 15.2631 0.0048 0.039 0.0269
Si 1.5714 9.4076 12.0526 0.0627 -0.0219 -0.0157
Si 8.0504 6.8475 13.8658 0.0331 -0.0498 -0.029
Si 10.3787 9.8325 15.4865 -0.0019 -0.0362 -0.0236
Si 9.8092 7.0116 22.5506 -0.0091 -0.0276 -0.0429
Si 8.1104 5.4828 17.4066 0.0251 0.0027 -0.074
O 6.0448 7.9546 11.2882 0.0387 0.0468 0.1431
O 6.022 9.2025 16.8992 0.1409 -0.1093 0.0068
O 7.6789 1.359 13.1959 0.2247 0.1097 0.1886
O 0.8934 1.7442 13.8714 0.1014 -0.2428 -0.046
O 9.4274 6.2549 16.8759 -0.0458 0.0918 0.1924
O 6.7604 6.1988 13.1354 0.0245 0.3855 -0.0535
O 5.1342 4.6597 18.6116 0.0963 0.0113 -0.3671
O 9.23 2.1539 18.273 0.0023 0.3245 -0.0473
O 2.369 0.1012 19.0656 0.0133 0.1645 0.3291
O 9.4045 10.2255 16.7622 0.2539 -0.301 0.0758
O 2.7832 4.4357 11.7114 -0.0732 -0.2164 0.15
O 5.0667 10.3233 19.106 -0.0167 0.0273 -0.077
O 9.4248 3.2344 13.5018 0.1165 0.01 -0.1319
O 0.4562 1.7588 19.9609 -0.1643 -0.1443 -0.2933
O 3.1516 1.3613 15.0716 -0.1686 0.3118 0.0252
O 8.1742 5.376 19.0192 0.1142 -0.1323 -0.1109
O 3.8924 6.5967 17.3968 0.0325 -0.2118 -0.0718
O 4.5808 3.2837 16.3859 0.0961 -0.2792 0.0529
O 9.0619 5.6627 14.3123 0.0373 0.0011 -0.1236
O 5.4643 2.7485 22.1358 0.0051 -0.0346 0.2816
O 10.6739 4.1466 15.6908 0.2024 -0.0374 -0.0816
O 0.3398 3.8649 18.2879 -0.1453 -0.3302 -0.2274
O 10.4279 10.5141 19.2092 0.0833 -0.073 -0.1128
O 9.6409 10.0213 14.028 0.144 -0.233 0.0111
O 10.898 8.1327 22.0993 -0.0336 0.0425 0.3114
O 1.1877 2.1578 16.5357 0.0044 0.2004 -0.3278
O 9.7255 3.7406 20.4204 -0.1791 0.1188 -0.3776
O 8.1331 4.0303 16.6796 -0.0392 -0.0541 0.4224
O -0.0409 9.0985 11.9088 0.0595 0.1802 0.2436
O 6.5872 2.4173 18.0105 0.0144 0.2606 -0.3021
O 5.5742 10.7098 11.1984 0.2231 0.064 -0.3377
O 7.75 9.5909 18.8463 0.0192 -0.0957 -0.2794
O 10.0279 1.0202 12.0642 0.1594 0.4295 0.2248
O 1.3052 6.9565 9.0823 0.0475 -0.0506 0.172
O 0.6242 4.7591 13.3563 -0.2422 -0.2793 -0.181
O 5.7068 7.6225 18.9845 0.0492 0.04 -0.4181
O 5.2321 5.0825 11.5223 -0.2051 0.0684 0.3175
O 2.7152 6.9765 15.1214 0.1687 0.076 0.1374
O 0.9123 2.7379 11.4702 -0.0288 0.0635 0.4213
O 0.8576 10.6827 15.552 -0.2383 0.181 -0.1318
O 2.4126 8.5764 10.9292 -0.2575 0.0732 -0.1469
O 4.6896 2.4268 11.2799 0.0618 0.0435 -0.0481
O 4.2444 3.5101 13.6834 0.0213 -0.2152 -0.0928
O 2.2015 4.6772 16.496 -0.3064 0.1597 0.0927
O 10.7069 8.2464 15.698 -0.169 0.2368 0.3552
O 6.9248 10.2879 14.6699 -0.1054 0.0787 0.1948
O 2.3391 8.9488 13.4373 0.0907 -0.1433 -0.2259
O 8.0284 1.5191 15.9096 -0.2722 0.12 0.0028
O 4.1286 6.9939 12.8606 0.2341 0.1762 0.1426
O 4.179 2.012 18.7215 0.2072 -0.0856 -0.0355
O 7.2821 4.4315 21.2513 0.2203 -0.0186 0.1905
O 8.4108 2.9275 11.1091 0.0079 -0.3815 -0.0549
O 1.1787 6.8601 17.3622 -0.0857 -0.0495 -0.3489
O 5.6497 1.573 14.755 0.0801 0.1129 0.074
O 8.1277 9.7516 11.5877 -0.0777 -0.1873 0.082
O 9.2159 6.2826 21.2308 -0.0096 -0.2101 0.1969
O 8.9589 7.7114 12.8546 -0.2051 0.2438 0.2632
O 1.6527 0.1142 11.8879 -0.3506 -0.0974 0.2167
O 6.6447 6.1475 17.0646 0.0489 -0.1501 0.3912
O 7.3962 7.798 15.0389 -0.0973 0.0665 -0.248
O 1.2297 10.2751 21.2031 -0.1935 -0.0358 -0.0042
O 10.0301 8.1959 18.3561 -0.0528 0.2174 -0.4813
O 3.9429 0.8567 21.0758 0.1124 0.1356 -0.0753
O 0.3221 5.3254 10.9374 0.2764 -0.1955 -0.2404
O 6.6937 1.5658 9.6558 -0.0241 0.1885 0.1862
O 4.7757 8.7013 14.6899 0.0806 -0.1945 -0.0296

Results
free energy: -136402.358 eV
free energy less fixed offsets of O -570.45, Si -639.56 eV per atom: -0.378 eV

The program warned: the cutoff lies below the one the program advises for these potential files; the forces do not sum to zero within the program's tolerance; empty levels may hold ghost states of the PAW files; the exchange-correlation potential is rough where the density is thin.
